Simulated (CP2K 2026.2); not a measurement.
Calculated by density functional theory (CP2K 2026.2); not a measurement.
Periodic cell of 506 atoms, Si360O144H2, from a study of silicon, its oxide and their interface. The atomic structure is a simulated model.
Doubt: the forces sum to 1.51 eV/angstrom along one axis rather than to zero, so they err by at least 0.0030 eV/angstrom per atom on average; the grid cutoff is modest.

Settings
functional: PBE
method: Gaussian and plane waves
basis set: DZVP-MOLOPT-SR-GTH
pseudopotentials: GTH-PBE
grid cutoff: 350 Ry, relative cutoff 50 Ry
k points: Gamma only
occupations: fixed
spin: none
net charge: 0

Cell vectors (angstrom)
a 16.32 0 0
b 0 16.32 0
c 8.2144 6.0143 34.8819

Atoms and the computed forces on them: element, x, y, z (angstrom), force x, y, z (eV/angstrom)
Si 1.125 15.306 0.021 -0.089 -0.085 0.14
Si 3.765 1.561 0.018 0.142 0.168 0.125
Si 9.801 9.813 34.852 0.017 0.077 0.034
Si 4 6.822 0.002 0.045 -0.09 -0.003
Si 9.97 15.084 34.718 -0.211 0.14 -0.266
Si 4.399 11.964 0.106 0.112 -0.113 0.059
Si 15.325 20.889 34.878 -0.025 -0.049 0.051
Si 9.379 1.562 0.048 -0.032 -0.04 -0.09
Si 7.22 3.78 0.217 -0.126 -0.199 -0.217
Si 9.786 6.491 0.167 0.079 -0.086 -0.271
Si 6.511 9.694 0.107 0.006 0.096 -0.017
Si 9.233 12.618 0.026 0.03 -0.093 -0.074
Si 12.42 14.779 0.027 0.026 0.032 -0.144
Si 23.437 7.19 34.78 -0.068 -0.038 0.075
Si 11.933 4.339 0.285 -0.008 0.06 -0.189
Si 14.655 7.011 0.157 -0.127 0.104 -0.262
Si 12.543 9.246 0.229 0.073 -0.103 -0.3
Si 14.633 12.518 0.024 0.048 -0.05 -0.199
Si 2.654 16.391 1.451 -0.047 -0.034 -0.217
Si 5.464 2.654 1.361 -0.049 -0.008 -0.269
Si 2.742 5.358 1.368 -0.019 0.006 -0.301
Si 5.446 8.063 1.427 0.017 0.102 -0.165
Si 2.721 10.783 1.274 0.108 -0.098 -0.184
Si 5.514 13.644 1.344 0.091 -0.056 -0.238
Si 8.252 16.317 1.454 -0.01 0.089 -0.309
Si 10.826 2.723 1.547 -0.024 0.032 -0.338
Si 8.289 5.345 1.575 0.028 0.031 -0.162
Si 10.917 8.106 1.49 -0.038 -0.005 -0.275
Si 8.139 10.926 1.351 0.003 0.039 -0.316
Si 10.852 13.661 1.411 0.025 -0.099 -0.194
Si 13.65 16.34 1.325 0.013 0.016 -0.268
Si 16.333 2.692 1.354 0.026 0.015 -0.219
Si 13.544 5.489 1.547 -0.035 -0.036 -0.252
Si 16.388 8.134 1.317 0.053 0.034 -0.222
Si 13.688 10.872 1.449 -0.074 0.081 -0.079
Si 16.289 13.646 1.319 -0.022 0.097 -0.3
Si 1.331 1.39 2.836 -0.031 0.086 0.155
Si 4.141 4.056 2.765 0.03 -0.017 -0.035
Si 1.352 6.731 2.73 0.061 -0.046 0.067
Si 4.054 9.459 2.763 -0.073 -0.118 0.054
Si 1.369 12.218 2.636 0.01 0.015 -0.066
Si 4.082 14.961 2.699 0.001 -0.013 0.024
Si 6.787 1.293 2.786 -0.026 0.024 0.012
Si 9.548 4.024 2.993 -0.039 -0.046 0.189
Si 6.857 6.762 2.792 -0.05 0.042 0.042
Si 9.517 9.54 2.736 -0.039 0.052 -0.037
Si 6.825 12.278 2.79 0.01 0.02 0.053
Si 9.589 15.003 2.848 0.067 0.005 0.124
Si 12.293 1.357 2.76 0.057 -0.093 -0.012
Si 14.972 4.06 2.751 0.05 -0.01 0.019
Si 12.239 6.812 2.939 -0.041 0.034 0.187
Si 15.103 9.548 2.772 0.035 -0.041 0.04
Si 12.22 12.214 2.75 -0.038 0.024 0.037
Si 14.966 14.972 2.775 -0.039 0.019 -0.025
Si 16.319 16.31 4.189 -0.003 -0.006 -0.067
Si 2.753 2.732 4.168 -0.048 -0.039 -0.067
Si 16.328 5.406 4.147 0.033 0.014 -0.016
Si 2.704 8.096 4.148 0.042 0.133 -0.113
Si 16.406 10.917 4.146 -0.058 -0.102 0.022
Si 2.731 13.565 4.052 0.002 0.041 0.028
Si 5.424 16.268 4.153 0.053 0.048 -0.011
Si 8.118 2.647 4.233 0.027 0.088 -0.046
Si 5.475 5.421 4.164 -0.031 -0.019 -0.007
Si 8.18 8.173 4.139 0.025 -0.035 0.029
Si 5.435 10.865 4.124 0.004 0.049 -0.099
Si 8.204 13.615 4.18 -0.059 -0.087 -0.064
Si 10.96 16.34 4.196 -0.069 -0.018 -0.012
Si 13.634 2.708 4.152 -0.002 -0.002 -0.02
Si 10.907 5.425 4.299 0.062 -0.003 -0.024
Si 13.684 8.206 4.174 -0.054 -0.066 -0.041
Si 10.88 10.866 4.146 0.045 0.032 0.02
Si 13.594 13.584 4.137 0.028 0.052 -0.104
Si 17.729 14.97 16.559 -0.021 0.008 0.037
Si 4.122 17.673 16.574 -0.002 0.001 0.052
Si 17.747 4.074 16.521 -0.005 -0.035 0.025
Si 4.099 6.756 16.541 -0.019 -0.001 0.048
Si 17.676 9.464 16.469 0.059 0.054 -0.016
Si 4.127 12.251 16.533 -0.02 -0.021 0.02
Si 6.834 14.953 16.557 0.013 0.02 0.052
Si 9.529 17.675 16.559 -0.014 -0.026 0.048
Si 6.797 4.036 16.578 0.058 -0.006 0.057
Si 9.517 6.775 16.525 0.005 0.024 0.033
Si 6.799 9.494 16.546 -0.019 0.014 0.019
Si 9.534 12.237 16.528 0.007 0 0.039
Si 12.243 14.966 16.484 -0.022 0.016 0.025
Si 15.001 17.679 16.523 -0.021 0.005 0.005
Si 12.237 4.044 16.531 0.049 0.017 0.022
Si 15.003 6.816 16.487 -0.057 -0.005 0.002
Si 12.266 9.526 16.502 -0.027 0 0.017
Si 14.99 12.234 16.473 0.037 -0.042 0.003
Si 19.13 16.291 17.969 -0.031 0.04 -0.015
Si 5.426 19.035 18.011 0 -0.051 0.134
Si 19.058 5.429 17.96 0.042 -0.044 0.031
Si 5.468 8.083 17.923 0.032 0.102 0.109
Si 19.03 10.844 17.779 -0.102 -0.065 0.021
Si 5.491 13.599 17.955 -0.014 -0.003 -0.012
Si 8.186 16.308 17.952 -0.023 -0.013 0.144
Si 10.874 19.028 17.96 0.016 -0.019 -0.03
Si 8.179 5.397 17.924 -0.082 0.001 -0.065
Si 10.874 8.177 17.851 0.039 -0.048 0.078
Si 8.129 10.907 17.896 0.044 -0.101 0.036
Si 10.922 13.6 17.876 -0.014 0.06 0.085
Si 13.574 16.345 17.853 0.071 -0.036 -0.006
Si 16.426 19.004 17.875 0.025 0.088 0.034
Si 13.631 5.45 17.808 -0.021 0.041 0.049
Si 16.358 8.134 17.916 -0.022 0.018 0.065
Si 13.674 10.863 17.857 -0.033 0.08 0.024
Si 16.304 13.609 17.864 0.015 -0.048 0.05
Si 17.78 17.67 19.326 0.01 0.063 -0.011
Si 20.373 4.101 19.429 0.001 -0.062 -0.003
Si 17.68 6.768 19.346 0.012 -0.01 -0.064
Si 20.339 9.487 19.164 -0.113 -0.061 -0.17
Si 17.676 12.186 19.152 -0.007 -0.081 -0.145
Si 20.475 14.919 19.382 0.048 0.144 0.037
Si 6.81 17.648 19.376 -0.01 -0.093 -0.04
Si 9.538 4.098 19.341 -0.006 -0.04 -0.005
Si 6.814 6.684 19.343 -0.057 0.037 -0.011
Si 9.481 9.523 19.221 -0.068 0.052 -0.102
Si 6.812 12.24 19.362 0.103 0.046 0.007
Si 9.567 14.916 19.316 0.053 0.06 0.039
Si 12.255 17.657 19.305 -0.094 -0.108 0.056
Si 15.055 4.121 19.126 0.073 -0.01 -0.206
Si 12.271 6.814 19.181 0.006 0.041 -0.128
Si 15.014 9.523 19.276 0.008 0.02 -0.037
Si 12.352 12.269 19.201 0.12 0.002 -0.093
Si 14.912 14.991 19.212 -0.076 -0.009 -0.096
Si 16.321 16.287 20.539 0.012 0.055 0.257
Si 19.041 19.037 20.859 -0.021 -0.004 0.116
Si 16.295 5.386 20.682 -0.071 0.027 0.111
Si 19.026 8.19 20.646 0.102 0.164 0.276
Si 16.343 10.93 20.636 0.063 -0.021 0.303
Si 19.033 13.463 20.54 -0.031 -0.004 0.25
Si 5.526 16.233 20.87 0.088 0.044 0.077
Si 8.162 19.075 20.72 -0.069 -0.072 0.154
Si 5.419 5.428 20.868 0.042 0.034 0.378
Si 8.172 8.111 20.626 0.241 -0.017 0.162
Si 5.31 10.839 20.532 -0.055 0.122 0.253
Si 8.253 13.553 20.781 0.145 -0.083 0.267
Si 10.929 16.265 20.758 -0.035 -0.033 0.235
Si 13.717 19.106 20.435 -0.044 0.028 0.268
Si 10.959 5.492 20.617 0.09 0.06 0.209
Si 13.634 8.146 20.576 -0.048 -0.022 0.36
Si 10.94 10.912 20.433 -0.055 -0.089 0.288
Si 13.612 13.661 20.673 -0.097 -0.07 0.219
Si 17.464 14.652 21.779 0.003 0.002 0.074
Si 20.694 17.866 22.153 0.006 0.096 0.071
Si 17.267 20.108 22.135 0.121 -0.116 0.27
Si 20.549 7.151 22.125 -0.175 -0.276 -0.01
Si 17.892 9.771 22.001 -0.025 0.032 0.093
Si 20.113 11.945 22.014 0.085 -0.011 0.086
Si 7.276 15.173 22.223 -0.102 -0.093 0.081
Si 9.36 17.533 22.013 0.113 -0.012 0.007
Si 6.61 20.104 22.214 0.007 0.155 0.037
Si 9.91 7.122 21.971 -0.061 0.02 0.105
Si 6.455 9.241 21.742 0.052 -0.05 0.167
Si 9.902 12.291 22.013 0.009 0.046 -0.334
Si 12.018 14.634 22.201 -0.026 0.019 -0.034
Si 15.141 17.871 21.81 -0.034 -0.107 0.088
Si 12.638 4.345 21.809 -0.096 0.042 0.069
Si 14.726 6.578 21.982 -0.099 0.02 0.145
Si 12.064 9.405 21.802 0.079 -0.03 0.1
Si 15.244 12.57 21.966 0.039 0.081 0.222
Si 13.81 19.535 28.147 0.004 0.124 0
Si 9.294 14.323 31.856 -0.106 0.115 -0.47
Si 20.339 13.129 29.953 0.034 -0.103 -0.089
Si 10.74 19.357 32.901 0.019 0.07 -0.191
Si 10.21 5.53 28.985 0.027 0.002 -0.027
Si 10.279 8.121 27.427 0.021 0.159 0.26
Si 13.933 8.805 30.922 0.169 0.171 -0.475
Si 16.252 5.207 27.744 -0.072 0.081 0.273
Si 6.788 5.04 24.982 -0.083 -0.072 0.476
Si 7.227 14.148 25.31 0.208 0.071 0.538
Si 22.35 10.952 30.808 -0.319 0.301 -0.32
Si 19.292 15.957 24.108 -0.211 0.036 0.164
Si 15.743 8.151 27.163 -0.159 0.032 0.331
Si 13.653 14.408 28.411 -0.104 -0.042 0.005
Si 10.638 15.09 29.209 0.095 -0.131 -0.166
Si 11.241 18.86 24.09 -0.078 0.247 0.112
Si 9.534 17.856 28.368 -0.085 -0.078 -0.122
Si 13.707 6.155 32.656 0.049 0.127 -0.295
Si 18.314 6.304 29.788 -0.129 0.151 -0.301
Si 18.839 16.658 33.029 0.236 0.105 -0.214
Si 9.549 13.106 27.059 0.054 -0.048 0.452
Si 11.116 19.892 26.866 0.099 0.023 0.373
Si 16.606 14.381 32.962 -0.071 -0.16 -0.218
Si 22.185 20.533 27.739 -0.083 -0.076 0.157
Si 14.9 16.808 26.967 0.106 0.092 0.229
Si 8.589 10.409 24.29 0.04 0.159 0.436
Si 12.565 12.047 26.818 -0.068 0.071 0.54
Si 13.746 10.84 24.08 -0.21 0.068 0.043
Si 8.841 7.316 24.718 0.159 0.068 0.447
Si 13.86 11.193 32.726 -0.077 -0.042 -0.235
Si 17.824 20.549 25.18 -0.095 -0.184 0.504
Si 17.851 11.629 29.47 0.129 -0.026 0.027
Si 20.509 16.249 30.574 0.278 -0.199 -0.338
Si 6.937 16.473 27.487 -0.089 0.146 0.295
Si 15.396 13.033 30.589 0.042 -0.141 -0.624
Si 8.025 18.271 32.234 -0.174 0.082 -0.548
Si 12.988 9.31 28.036 -0.061 -0.006 0.187
Si 21.498 8.61 32.788 0.007 0.21 -0.193
Si 23.387 15.876 30.615 -0.26 -0.049 -0.344
Si 19.407 6.279 32.607 -0.112 -0.044 -0.155
Si 13.346 16.607 24.212 0.274 -0.044 0.169
Si 20.768 13.318 24.843 -0.252 -0.187 0.411
Si 8.595 10.459 27.144 -0.131 0.029 0.683
Si 20.165 6.146 24.948 0.085 0.134 0.425
Si 20.697 7.029 27.759 0.021 0.06 0.189
Si 16.849 8.946 29.786 0.141 0.011 -0.051
Si 12.369 20.483 30.639 0.048 0.134 -0.576
Si 8.1 20.117 29.973 -0.104 0.06 -0.284
Si 17.91 17.558 26.272 -0.041 0.119 0.41
Si 15.941 8.529 24.166 0.094 -0.03 0.108
Si 19.857 11.884 27.296 -0.028 -0.051 0.286
Si 20.607 17.94 27.91 0.106 0.005 0.045
Si 22.029 9.833 27.867 -0.152 0.003 0.132
Si 8.275 11.627 32.752 -0.044 0.06 -0.215
Si 1.394 14.919 5.494 -0.052 0.024 -0.057
Si 4.09 1.336 5.532 -0.001 0.009 -0.045
Si 1.383 4.077 5.542 0.024 0.017 -0.036
Si 4.096 6.776 5.53 -0.013 -0.006 -0.043
Si 1.392 9.507 5.526 0.021 -0.011 -0.048
Si 4.077 12.234 5.492 0.025 -0.055 -0.062
Si 6.809 14.944 5.542 -0.003 -0.02 -0.031
Si 9.546 1.332 5.569 0.014 -0.012 -0.007
Si 6.797 4.06 5.573 -0.012 -0.042 -0.022
Si 9.517 6.822 5.57 0.009 -0.006 0.009
Si 6.805 9.516 5.515 -0.004 0.012 -0.047
Si 9.543 12.229 5.542 -0.001 0.008 -0.026
Si 12.277 14.942 5.557 0.008 0.005 -0.035
Si 14.97 1.354 5.556 0.016 -0.034 -0.035
Si 12.296 4.045 5.584 -0.012 0.055 0.012
Si 14.997 6.791 5.539 -0.008 0.004 -0.053
Si 12.274 9.533 5.531 0.011 0.03 -0.027
Si 14.988 12.241 5.509 -0.01 0.008 -0.051
Si 2.732 16.287 6.891 0.027 -0.008 -0.002
Si 5.439 2.691 6.926 0.004 0.034 0.008
Si 2.741 5.43 6.918 -0.01 -0.003 0.003
Si 5.454 8.15 6.897 -0.005 0.01 -0.006
Si 2.747 10.87 6.893 0.008 -0.017 0.026
Si 5.441 13.575 6.891 0.018 0.011 0.007
Si 8.176 16.291 6.926 0.023 0.009 -0.002
Si 10.906 2.699 6.938 -0.015 0.017 -0.009
Si 8.167 5.435 6.926 -0.005 0.025 -0.003
Si 10.91 8.172 6.916 0.012 -0.037 -0.014
Si 8.169 10.869 6.9 0.003 0.005 -0.001
Si 10.904 13.585 6.918 0.003 -0.008 0.005
Si 13.627 16.306 6.93 -0.003 0.007 0.014
Si 16.346 2.711 6.914 -0.002 -0.009 0.009
Si 13.643 5.434 6.929 0 -0.033 0.002
Si 16.352 8.156 6.909 -0.025 0.01 0.01
Si 13.634 10.888 6.904 -0.039 -0.006 -0.003
Si 16.349 13.588 6.893 0.002 0.002 -0.001
Si 17.702 17.655 8.275 -0.016 -0.002 -0.004
Si 4.09 4.062 8.293 -0.018 -0.026 0.009
Si 17.706 6.796 8.289 0.027 0.021 -0.001
Si 4.104 9.513 8.276 0.013 0.017 0.001
Si 17.704 12.225 8.272 -0.02 -0.015 -0.003
Si 4.095 14.939 8.274 0 0.008 -0.006
Si 6.817 17.66 8.29 0.021 0.023 0
Si 9.54 4.074 8.29 0.033 0.011 0.002
Si 6.807 6.796 8.288 0.004 -0.033 0.004
Si 9.535 9.52 8.284 0.011 0.011 -0.005
Si 6.807 12.225 8.275 -0.003 -0.021 -0.001
Si 9.539 14.937 8.295 -0.027 -0.018 0.007
Si 12.263 17.659 8.306 -0.025 -0.021 0.003
Si 14.995 4.069 8.298 0.009 0.032 0.004
Si 12.264 6.795 8.284 -0.015 -0.002 0.004
Si 14.984 9.515 8.279 -0.021 -0.031 -0.002
Si 12.27 12.233 8.289 0.028 0.02 0.002
Si 14.998 14.946 8.286 -0.002 0.023 -0.001
Si 16.349 16.307 9.664 -0.003 -0.005 0.004
Si 2.736 2.694 9.657 0.007 0.015 -0.001
Si 16.352 5.431 9.666 -0.014 -0.019 0.005
Si 2.749 8.154 9.658 -0.018 -0.006 -0.004
Si 16.346 10.871 9.654 0.003 -0.002 -0.006
Si 2.741 13.583 9.654 0 0.008 0.002
Si 5.455 16.297 9.654 0.003 -0.01 0.003
Si 8.179 2.708 9.657 -0.002 0.005 0.002
Si 5.456 5.425 9.658 0 0.017 0.003
Si 8.177 8.152 9.657 0.008 -0.005 0.006
Si 5.46 10.866 9.659 0.01 -0.005 0.004
Si 8.169 13.579 9.656 0.016 0.006 0
Si 10.897 16.301 9.669 0.012 0.022 0.005
Si 13.626 2.709 9.668 -0.004 0 0.003
Si 10.902 5.435 9.661 -0.003 -0.001 0.011
Si 13.623 8.154 9.656 0.001 0.007 -0.004
Si 10.898 10.875 9.657 -0.011 -0.01 0.002
Si 13.63 13.594 9.66 -0.009 -0.007 -0.007
Si 17.712 14.948 11.035 -0.002 -0.002 0
Si 4.104 17.662 11.03 -0.008 0.001 0.002
Si 17.706 4.059 11.033 -0.002 0.002 0.001
Si 4.103 6.787 11.032 0.001 -0.004 0.002
Si 17.708 9.513 11.03 -0.009 0.007 -0.001
Si 4.104 12.229 11.035 -0.004 -0.014 -0.007
Si 6.814 14.942 11.032 0.002 0.007 0.001
Si 9.536 17.668 11.034 0.009 -0.006 0.007
Si 6.819 4.066 11.031 0.011 -0.001 0.006
Si 9.534 6.789 11.035 0.01 -0.001 0.003
Si 6.819 9.507 11.038 0.01 0.004 -0.002
Si 9.534 12.229 11.033 -0.003 -0.005 -0.002
Si 12.266 14.949 11.038 0.003 -0.003 0
Si 14.989 17.669 11.039 -0.008 0.003 -0.002
Si 12.259 4.071 11.037 -0.005 0.007 -0.001
Si 14.982 6.789 11.029 0 0.003 -0.003
Si 12.253 9.508 11.028 0.001 0 -0.003
Si 14.989 12.233 11.03 -0.01 0 -0.004
Si 19.071 16.308 12.413 0.012 -0.004 0.001
Si 5.468 2.697 12.403 -0.004 0.022 -0.002
Si 19.076 5.411 12.4 -0.022 0.006 -0.004
Si 5.461 8.142 12.413 0.001 -0.009 0.005
Si 19.069 10.868 12.409 -0.005 0.005 -0.009
Si 5.46 13.589 12.418 0.002 -0.003 0.006
Si 8.17 16.31 12.403 0.001 -0.005 -0.001
Si 10.893 2.712 12.41 0.008 -0.002 0.001
Si 8.173 5.426 12.411 0.003 -0.01 0.002
Si 10.895 8.147 12.41 -0.007 0.012 0.003
Si 8.179 10.868 12.411 0.01 0.004 0
Si 10.891 13.597 12.402 0.019 -0.007 -0.002
Si 13.626 16.312 12.412 -0.012 0.007 -0.003
Si 16.349 2.707 12.417 0 0.002 0.005
Si 13.623 5.43 12.409 0.005 0.002 -0.002
Si 16.349 8.145 12.396 -0.005 0.002 -0.006
Si 13.613 10.877 12.389 0.008 -0.021 -0.019
Si 16.352 13.589 12.409 -0.017 0.004 -0.001
Si 17.719 17.671 13.79 -0.033 0.015 0.002
Si 4.116 4.055 13.779 0.022 -0.028 -0.005
Si 17.713 6.773 13.758 0.011 -0.018 -0.004
Si 4.102 9.502 13.785 -0.009 0.023 -0.008
Si 17.72 12.236 13.783 0.015 -0.035 -0.001
Si 4.114 14.962 13.797 -0.032 0.002 0.002
Si 6.82 17.663 13.79 0.016 -0.014 0.006
Si 9.521 4.058 13.79 0.021 0.023 0.004
Si 6.81 6.775 13.794 -0.001 0.029 0.003
Si 9.533 9.505 13.786 0.014 -0.018 -0.007
Si 6.822 12.227 13.791 0.011 -0.018 -0.007
Si 9.529 14.957 13.777 -0.009 0.016 -0.006
Si 12.259 17.674 13.78 0.01 -0.006 -0.008
Si 14.987 4.073 13.785 -0.027 0.009 -0.003
Si 12.253 6.781 13.783 0.016 -0.004 0.002
Si 14.976 9.513 13.745 -0.027 0.033 -0.012
Si 12.252 12.235 13.765 -0.019 0.018 -0.01
Si 14.995 14.956 13.78 0.016 -0.024 -0.003
Si 16.362 16.31 15.162 0 0.008 0.006
Si 19.094 2.698 15.165 -0.005 0.029 -0.023
Si 16.366 5.427 15.148 0.001 0.012 0.004
Si 19.072 8.113 15.14 -0.021 0.013 -0.009
Si 16.341 10.859 15.114 -0.034 -0.008 -0.015
Si 19.074 13.604 15.167 0.01 0.003 0.013
Si 5.473 16.315 15.186 0.012 0.012 -0.02
Si 8.163 2.701 15.18 -0.023 -0.024 -0.014
Si 5.463 5.399 15.175 -0.023 0.01 -0.003
Si 8.165 8.146 15.16 0.021 0.015 0.002
Si 5.459 10.864 15.161 -0.003 -0.027 0
Si 8.177 13.599 15.161 0.018 0.004 -0.01
Si 10.876 16.332 15.146 0.029 -0.01 -0.012
Si 13.624 2.71 15.153 0 0.006 0.017
Si 10.886 5.416 15.157 -0.023 -0.016 -0.005
Si 13.622 8.163 15.126 0.026 0.009 0.009
Si 10.892 10.881 15.144 0.018 -0.011 0.017
Si 13.613 13.598 15.128 -0.002 -0.018 -0.006
O 8.386 8.782 24.13 0.028 -0.142 -0.054
O 12.187 15.029 28.741 0.119 0.095 0.003
O 18.419 15.355 22.898 -0.126 -0.09 0.15
O 9.915 18.219 23.412 0.205 0.193 -0.121
O 20.791 12.61 23.375 0.246 0.02 -0.393
O 12.691 20.229 27.171 -0.097 0.132 -0.171
O 10.91 8.702 34.271 0.105 0.027 0.404
O 14.915 10.687 33.834 0.323 -0.085 0.111
O 12.052 19.728 23.003 -0.059 -0.193 0.114
O 19.122 11.438 34.402 0.169 0.127 0.626
O 20.115 16.126 33.873 0.114 0.068 -0.034
O 21.623 5.549 24.611 -0.189 -0.187 -0.04
O 18.275 18.077 33.582 0.062 0.09 0.18
O 9.521 18.295 32.863 0.14 -0.055 0.212
O 12.577 10.243 23.124 -0.004 0.196 -0.3
O 17.364 7.517 30.334 -0.177 -0.029 0.413
O 12.018 18.715 33.651 -0.187 0.254 0.195
O 18.221 6.944 33.526 -0.096 0.192 0.173
O 15.216 14.874 33.649 0.08 0.111 0.151
O 17.489 4.518 23.617 -0.148 -0.039 -0.413
O 14.251 17.187 23.001 0.11 0.021 -0.043
O 9.085 10.415 33.48 -0.056 0.027 0.23
O 14.527 12.07 23.365 -0.082 0.162 -0.259
O 10.217 20.717 33.639 0.097 0.01 0.046
O 9.833 7.532 25.989 0.105 0.033 -0.321
O 7.324 4.265 23.653 0.286 -0.305 -0.405
O 19.28 4.882 25.455 -0.016 0.089 -0.211
O 17.891 10.141 30.151 0.01 -0.11 -0.093
O 9.478 6.504 23.454 0.061 -0.105 -0.336
O 9.682 14.325 28.126 -0.156 0.059 -0.162
O 20.065 21.384 33.466 -0.047 -0.064 0.287
O 7.04 9.966 26.924 0.068 0.118 -0.371
O 20.758 10.528 27.115 -0.017 0.135 0.059
O 5.406 8.226 22.591 0.184 0.106 -0.129
O 13.304 21.207 31.732 0.236 -0.137 0.288
O 8.245 6.078 34.231 -0.16 -0.196 0.495
O 23.34 17.907 33.448 -0.07 0.118 0.23
O 7.101 14.495 23.73 0.061 -0.104 -0.47
O 13.677 16.849 34.366 0.031 0.025 0.507
O 11.237 14.068 34.366 -0.198 0.148 0.368
O 17.228 9.122 23.371 0.058 -0.001 -0.284
O 20.636 12.851 28.366 -0.043 0.121 -0.214
O 12.643 15.234 23.638 -0.262 -0.281 -0.026
O 22.208 13.243 25.625 -0.174 0.028 -0.222
O 5.512 18.953 22.712 -0.104 0.091 -0.697
O 10.475 14.517 30.73 -0.055 -0.118 0.432
O 11.05 12.619 26.666 -0.041 -0.117 -0.333
O 20.19 7.206 26.209 -0.031 0.062 -0.387
O 21.642 5.725 27.905 -0.018 0.079 0.033
O 21.697 19.62 34.407 0.069 -0.093 0.219
O 15.347 7.245 23.361 0.166 0.014 -0.397
O 10.995 8.299 22.428 -0.271 -0.162 -0.168
O 13.066 11.384 25.442 -0.053 -0.343 -0.495
O 12.199 17.671 24.663 -0.179 0.071 0.052
O 10.742 18.403 27.428 -0.008 0.105 0.048
O 10.817 19.891 25.28 -0.271 0.153 -0.429
O 10.168 21.012 27.578 -0.142 -0.2 -0.057
O 7.638 6.391 25.301 0.131 0.114 -0.233
O 16.478 8.692 34.381 -0.13 0.042 0.63
O 20.51 7.431 32.263 0.148 0.05 -0.044
O 7.67 19.708 31.495 0.076 -0.056 0.228
O 19.47 6.928 28.819 -0.265 -0.035 0.117
O 12.668 10.915 28.01 -0.126 0.133 0.066
O 22.864 7.919 33.39 0.059 -0.11 0.221
O 16.337 14.089 31.383 0.067 0.202 0.622
O 11.208 19.636 31.373 -0.205 -0.271 0.313
O 18.874 12.533 30.352 0.006 0.168 0.248
O 21.846 17.22 27.126 0.118 0.017 -0.127
O 18.905 5.65 31.163 0.06 -0.318 0.503
O 16.391 13.643 22.571 -0.156 0.097 -0.631
O 21.713 9.656 31.553 -0.088 -0.306 0.475
O 8.916 5.209 29.931 0.012 0.01 0.226
O 8.261 16.445 22.596 0.006 -0.032 -0.229
O 16.341 19.712 34.246 0.024 -0.033 0.48
O 14.324 16.379 25.502 -0.02 -0.057 -0.295
O 8.681 13.502 25.731 0.003 0.101 -0.375
O 13.016 8.74 29.568 -0.217 0.045 0.061
O 8.219 17.486 27.476 0.112 0.053 -0.249
O 23.42 12.182 33.735 -0.018 0.141 0.322
O 10.134 16.621 29.212 -0.229 -0.023 0.358
O 14.892 21.903 33.626 0.069 -0.09 0.205
O 20.885 19.542 27.809 0.013 0.157 -0.195
O 14.061 18.033 27.617 0.002 -0.258 -0.115
O 21.769 14.125 34.394 0.293 -0.066 0.741
O 7.839 14.538 31.112 0.026 -0.12 -0.069
O 14.805 9.658 24.351 0.081 -0.092 0.135
O 10.954 13.417 22.691 0.041 0.347 -0.387
O 12.721 12.089 33.479 0 -0.137 0.376
O 9.144 19.012 29.418 -0.014 0.052 -0.021
O 18.239 16.331 25.281 0.146 -0.128 -0.342
O 7.957 17.145 31.063 0.274 0.314 0.197
O 21.941 16.072 31.334 -0.096 0.085 0.198
O 15.469 6.64 27.724 -0.223 0.06 -0.156
O 16.227 18.874 22.569 -0.001 -0.001 -0.343
O 23.11 20.173 29.02 0.032 -0.115 0.106
O 14.683 12.057 31.644 -0.103 0.097 0.345
O 17.432 5.243 28.892 0.086 -0.128 0.222
O 6.86 15.797 28.986 -0.109 -0.155 0.111
O 19.319 16.828 31.491 -0.328 -0.04 0.376
O 10.128 7.088 28.647 0.101 -0.09 0.203
O 9.38 10.542 25.721 0.001 0.089 -0.384
O 9.385 9.356 28.02 0.159 -0.159 -0.095
O 17.197 13.06 33.715 0.017 -0.093 0.133
O 7.534 11.165 31.373 0.426 0.152 0.174
O 18.37 11.564 27.911 0.108 -0.082 0.002
O 13.623 5.462 22.571 0.109 -0.037 -0.61
O 13.535 13.287 27.236 0.203 -0.106 -0.414
O 19.009 10.853 22.617 -0.043 0.133 -0.563
O 16.473 17.234 26.962 -0.029 -0.058 0.104
O 11.636 5.296 29.726 0.222 -0.083 -0.001
O 14.364 9.001 27.235 0.172 0.174 -0.312
O 20.837 9.465 33.986 0.09 -0.171 0.174
O 21.635 8.295 28.156 0.037 -0.119 0.093
O 20.084 17.279 23.583 0.047 0.014 -0.184
O 17.661 15.577 33.136 -0.095 -0.083 -0.058
O 12.501 6.707 33.598 -0.103 0.253 -0.042
O 13.252 19.496 29.683 -0.037 -0.101 0.292
O 17.841 18.952 25.453 -0.068 -0.009 -0.324
O 13.251 9.893 31.93 -0.191 0.152 0.289
O 16.377 8.088 25.676 0.203 -0.113 -0.404
O 16.339 12.223 29.515 -0.228 0.138 0.093
O 19.691 12.579 25.841 -0.026 0.214 -0.411
O 14.212 13.771 29.783 0.121 -0.013 0.313
O 21.455 12.351 30.88 0.242 0.024 0.014
O 16.793 4.912 26.243 0.167 0.111 -0.395
O 15.197 20.369 28.145 0.117 -0.02 0.042
O 20.195 14.735 30.063 -0.177 0.065 0.004
O 6.714 20.42 26.337 0.051 0.248 -0.501
O 14.134 7.364 31.642 0.147 -0.323 0.318
O 14.723 15.531 27.95 0.303 -0.06 -0.175
O 9.443 11.157 23.131 -0.032 -0.03 -0.04
O 20.36 14.88 24.674 0.025 0.164 0.078
O 19.686 6.8 23.531 -0.034 0.015 -0.408
O 11.829 8.533 27.221 0.167 -0.262 -0.354
O 15.415 9.308 30.445 -0.178 0.339 0.093
O 9.392 15.335 33.151 0.186 0.074 0.555
O 19.109 17.638 27.373 -0.076 0.009 -0.096
O 20.652 17.379 29.425 0.029 0.068 0.161
O 8.717 11.922 27.852 -0.17 0.095 -0.095
O 22.441 10.574 29.235 0.045 -0.064 0.059
O 16.807 8.888 28.152 0.115 -0.046 -0.129
O 9.356 12.79 32.391 -0.007 -0.102 0.036
O 7.141 15.439 26.284 -0.094 -0.201 -0.136
H 6.996 10.109 22.763 0.132 0.214 0.02
O 7.216 11.286 24.422 -0.053 -0.091 -0.265
H 6.524 10.957 25.015 -0.023 -0.103 0.151

Results
total energy: -101689.642 eV
total energy less fixed offsets of H -15.91, O -438.35, Si -107.03 eV per atom: -4.622 eV
